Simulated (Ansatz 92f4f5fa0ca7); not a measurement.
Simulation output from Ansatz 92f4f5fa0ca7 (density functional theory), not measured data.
Periodic cell of 239 atoms, Si134O105, from a study of silicon, its oxide and their interface. The atomic structure is a simulated model.

Settings: functional PBE; potential files Ansatz PAW; basis plane waves; wave-function cutoff 700 eV; density cutoff ratio 5; exchange-correlation grid ratio 2; k mesh 2 x 2 x 1, shifted by 0.5 0.5 0.5 of a step; self-consistency stop 5e-08 eV per atom in the density residual; occupations Fermi-Dirac, 0.05 eV; spin none; net charge 0.

Cell vectors (angstrom)
a	11.5983	0	0
b	0	15.4644	0
c	-4.2825	-5.1638	22.8168

Atoms and the computed forces on them: element, x, y, z (angstrom), force x, y, z (eV/angstrom)
Si	1.6834	-0.1553	-0.2373	-0.032	-0.0952	0.0608
Si	1.4503	2.2826	-0.449	0.1284	0.1001	-0.3664
Si	2.0166	7.4591	-0.1477	-0.1336	-0.1435	0.0981
Si	2.8278	9.6525	-0.009	0.1205	-0.2194	0.1295
Si	3.6387	-0.4868	1.1317	0.0962	0.1283	0.0211
Si	5.4754	2.4889	-0.437	0.1307	0.2048	-0.3815
Si	6.454	6.8258	-0.2734	0.3723	-0.6526	0.1256
Si	5.077	9.7151	-0.3089	-0.0387	0.2008	-0.1053
Si	9.205	-0.7008	0.0061	-0.1159	0.1903	-0.3003
Si	9.2742	4.0313	-0.3717	-0.1818	0.0338	-0.3052
Si	5.1104	4.9001	-2.4499	0.2664	-0.0753	-0.0026
Si	8.6825	10.0325	-1.3	0.0205	0.1009	-0.3334
Si	5.7198	0.076	-0.1611	-0.3355	0.2242	0.0394
Si	3.4437	2.9373	0.6639	0.1422	0.0397	0.1705
Si	3.7784	5.1361	1.3349	-0.1973	0.1314	-0.1644
Si	2.7361	10.8519	1.9874	0.1515	0.1344	0.1808
Si	7.417	-0.2615	1.4445	-0.0129	-0.0084	0.0823
Si	7.2646	3.3434	0.8648	0.0766	0.1614	0.0758
Si	6.1679	5.3377	1.4354	-0.0876	-0.1993	-0.0149
Si	7.3236	10.8054	1.4257	-0.0272	-0.2705	-0.0875
Si	11.3108	-0.617	1.1485	0.2304	0.1629	0.1275
Si	11.2744	3.4004	0.9415	-0.2278	-0.1312	0.224
Si	10.997	7.3956	1.6949	0.2353	-0.1393	-0.387
Si	11.989	11.1248	1.6876	-0.1215	-0.0854	-0.2899
Si	3.5293	1.4903	2.5593	0.0039	0.0245	-0.0207
Si	3.3413	6.0318	3.3862	0.1205	0.3538	-0.0946
Si	3.4026	9.1711	3.5111	-0.4672	-0.5186	-0.4685
Si	3.5761	13.0295	2.6101	-0.0562	-0.0582	-0.1595
Si	7.433	1.7348	2.6787	-0.028	0.2335	0.2103
Si	7.1809	6.385	3.2443	-0.0259	0.1119	-0.112
Si	7.27	8.9265	3.0818	-0.0552	0.0792	-0.0306
Si	7.4377	13.0614	2.58	-0.0587	-0.2164	0.2098
Si	11.1777	1.515	2.4532	-0.0392	-0.051	-0.0258
Si	11.0928	5.3165	2.7631	0.0563	0.0181	0.0286
Si	11.2019	9.309	3.0253	0.0509	0.0061	0.2713
Si	11.3759	13.1195	2.7416	-0.0909	0.1633	0.203
Si	1.5343	1.5848	3.9149	0.1821	-0.0461	-0.1654
Si	1.2692	5.5238	4.3382	0.0024	0.1735	0.1996
Si	1.3759	9.2674	4.6214	-0.084	-0.2232	0.1582
Si	1.7218	13.1547	4.0954	0.1316	0.0275	0.3037
Si	5.4409	1.6844	4.0089	-0.0018	0.0354	-0.0327
Si	5.3528	5.6559	4.5554	0.0355	0.0699	0.1375
Si	5.4716	9.4069	4.5558	0.1975	-0.1481	0.0867
Si	5.5185	13.1634	4.0184	-0.0753	0.0318	-0.1054
Si	9.3796	1.7598	4.03	0.1878	-0.1694	-0.1603
Si	9.1814	5.5555	4.3369	-0.2044	-0.0633	-0.0875
Si	9.1934	9.314	4.3389	0.2196	0.0295	0.1642
Si	9.3392	13.2177	4.0067	-0.061	-0.0002	0.1245
Si	1.747	-0.3357	5.3498	-0.1543	0.0222	-0.0773
Si	1.4721	3.4733	5.4408	-0.0328	-0.1058	-0.0858
Si	1.1739	7.3183	5.9488	-0.249	0.0177	-0.0412
Si	1.7045	11.3214	5.7235	0.0634	0.221	-0.0931
Si	5.4765	-0.3014	5.3785	0.0194	-0.017	0.0873
Si	5.4702	3.5084	5.5672	0.0952	0.0296	0.1473
Si	5.2136	7.4992	5.9296	-0.0216	0.0806	0.1696
Si	5.5078	11.4715	5.6648	0.0137	0.0767	0.1169
Si	9.3252	-0.2019	5.3434	-0.053	0.4161	0.0242
Si	9.3024	3.5328	5.6723	0.1418	-0.0643	0.0727
Si	9.0455	7.4643	5.853	0.0803	0.241	-0.0481
Si	9.3103	11.3607	5.4878	0.1514	-0.2459	-0.0456
Si	3.5925	-0.3306	6.8883	0.0599	-0.0787	-0.1863
Si	3.4187	3.5224	6.7401	0.1515	0.1516	-0.2777
Si	3.2111	7.4428	7.1262	0.164	0.2019	0.0538
Si	3.6858	11.3302	7.1559	-0.0646	-0.1103	-0.2799
Si	7.3415	0.0306	6.8187	0.1977	0.0665	-0.2077
Si	7.3833	3.3775	7.0824	-0.2363	-0.0183	-0.1226
Si	7.0266	7.3765	7.3693	0.0428	0.1296	0.09
Si	7.4825	11.7011	6.9305	-0.0248	-0.2837	0.0233
Si	11.3665	-0.3625	6.574	0.0402	-0.0228	-0.0084
Si	11.3258	3.4517	7.0875	0.1569	0.3496	0.0753
Si	10.8381	7.458	7.309	0.0419	-0.0741	-0.2411
Si	11.2629	11.4076	6.8648	-0.1447	0.1902	0.0244
Si	3.2033	1.6459	8.1173	-0.662	-0.0896	0.1619
Si	5.3007	4.8485	9.5867	-0.149	0.091	0.3058
Si	3.8521	9.2887	8.4348	-0.6665	0.0448	0.0408
Si	3.341	13.2834	8.4434	0.2672	0.0699	0.5067
Si	6.7787	1.6212	8.616	0.0601	0.1075	-0.3421
Si	7.2818	5.2999	8.3831	0.6512	0.1647	-0.2624
Si	5.8812	8.4895	9.3042	0.7792	0.047	-0.0625
Si	8.4069	13.6676	7.6858	0.5113	0.0569	0.4855
Si	11.6731	1.3863	8.0795	0.1001	-0.4578	-0.4881
Si	12.0321	4.7158	9.2153	-0.4578	0.1864	0.2284
Si	10.7141	9.5953	8.2461	-0.1151	-0.0381	-0.1433
Si	10.9567	13.3685	8.0901	0.2347	-0.1321	-0.6322
Si	-1.5971	0.3947	10.6428	0.3436	0.0823	0.1213
Si	10.2158	6.2544	9.2844	0.41	0.1646	-0.1571
Si	10.8452	8.995	10.4378	0.197	-0.1763	0.4519
Si	1.2853	13.011	9.5901	-0.5982	0.0693	0.2613
Si	4.6891	2.4825	9.7071	-0.1668	-0.1134	0.5397
Si	3.4307	5.4	8.2008	-0.4905	-0.1223	-0.0759
Si	1.8559	10.1002	10.8385	-0.0096	-0.0025	0.2812
Si	3.359	13.844	11.3636	-0.0017	-0.1551	0.3964
Si	7.6914	0.7043	10.6103	-0.2752	-0.408	0.2826
Si	5.4623	6.6997	11.1335	0.0016	-0.5407	0.2444
Si	7.835	10.7489	9.049	0.2154	0.0908	-0.0235
Si	8.509	13.5647	9.9561	-0.849	-0.3216	-0.5896
Si	9.8793	0.4731	14.9369	0.0414	0.0383	0.2167
Si	8.1385	-1.744	19.4654	0.0471	0.2041	-0.3296
Si	6.4849	8.7047	15.6085	-0.0232	0.0761	-0.1708
Si	0.3727	1.3955	12.9672	-0.0425	0.1689	0.2795
Si	7.1654	1.0199	13.591	0.081	0.0174	0.4594
Si	2.1305	3.8198	17.8953	0.0624	-0.0591	-0.2704
Si	3.4618	-1.4828	16.8616	-0.0547	0.0991	-0.2317
Si	4.4738	1.9905	22.4395	-0.2271	-0.0117	0.0805
Si	6.6677	5.462	19.5184	-0.0172	-0.0577	-0.1204
Si	7.0093	-6.9346	18.7112	-0.1268	-0.2937	-0.2657
Si	7.8307	7.1282	13.3063	-0.0372	-0.0139	0.3202
Si	2.0445	11.2959	16.033	-0.0123	0.0791	-0.1825
Si	9.1179	9.9885	12.7641	-0.0666	-0.0535	0.155
Si	4.0849	7.0394	15.9417	0.1657	-0.0257	-0.2669
Si	8.9397	-2.0989	16.5094	-0.0641	0.0471	-0.2488
Si	3.5058	11.2065	13.1616	0.1194	0.0629	0.0047
Si	6.1495	-1.5924	15.0731	0.0038	-0.1913	0.0532
Si	0.7741	4.3136	12.2901	-0.0173	0.1769	0.1559
Si	3.6107	5.5122	13.3073	0.0854	0.0128	0.0976
Si	5.0415	4.5024	17.1813	0.1187	-0.186	-0.1485
Si	-0.3877	4.9129	16.5831	-0.0629	-0.1593	-0.0795
Si	5.1603	3.0111	14.448	0.0099	0.147	0.225
Si	4.6324	-5.1909	20.1079	0.6911	0.379	-0.609
Si	1.6652	0.8181	17.5636	-0.0021	0.0052	-0.2595
Si	-0.5703	7.8243	16.0372	0.0291	0.0365	-0.2302
Si	-1.1798	5.8834	13.8916	-0.0298	-0.0858	-0.0112
Si	5.0202	-2.2747	19.4174	0.0136	0.171	-0.2641
Si	3.5375	1.2295	12.4722	-0.0203	-0.032	0.2775
Si	10.4766	10.7098	15.5447	-0.0106	0.0961	-0.0129
Si	8.6743	5.7911	21.6291	0.02	-0.2636	-0.1359
Si	6.4529	-4.3735	13.6608	-0.0809	-0.0246	0.2041
Si	9.528	8.7502	20.5968	-0.3633	-0.0701	0.3883
Si	10.3783	2.1072	17.2653	-0.0009	0.067	-0.1406
Si	1.498	5.1962	20.4444	0.1933	-0.1244	-0.4974
Si	1.9418	8.5659	17.4405	-0.0863	0.0713	-0.8821
Si	9.4762	0.8422	20.0009	0.1367	0.085	-0.2488
Si	2.749	9.2068	20.9949	0.1527	-0.3697	0.6108
Si	0.9987	8.2399	19.6607	-0.1553	-0.326	-0.0905
O	0.4897	7.366	0.4414	-0.0204	0.0444	0.2383
O	2.9655	6.2526	0.3872	0.2971	-0.274	-0.1502
O	11.7908	11.1581	-0.0071	0.0395	0.0923	0.3095
O	5.2002	2.4563	23.8501	0.0167	-0.1247	-0.0427
O	5.8387	6.0935	-1.6079	-0.1169	0.1817	-0.1462
O	5.8432	10.8376	0.6615	-0.1159	0.036	0.1219
O	8.4868	10.5005	0.2624	0.0307	0.0633	0.2559
O	3.397	7.631	2.7886	0.1687	0.161	0.4053
O	1.9036	5.3865	8.925	0.1722	-0.077	0.1801
O	3.0013	9.5978	9.8235	0.1745	-0.067	-0.2099
O	4.1718	13.4847	9.961	-0.2159	-0.0761	-0.6577
O	12.3585	8.9152	11.0522	0.144	0.0422	0.0185
O	6.7172	9.8485	9.8453	-0.1591	-0.292	0.0669
O	1.7649	13.9737	10.8975	-0.0194	-0.111	-0.1807
O	1.6245	1.3772	8.7135	0.1828	0.2856	-0.2167
O	10.5813	0.9846	9.2327	-0.2864	0.0931	0.2253
O	8.7507	5.4794	9.2528	-0.2594	-0.0935	0.0495
O	9.0822	9.7677	8.6397	-0.672	0.1362	-0.0549
O	9.191	2.0302	21.0598	0.001	-0.0229	-0.0242
O	1.4001	2.5261	-2.1173	-0.0392	-0.1643	0.5018
O	7.3788	10.5176	-2.1393	0.181	0.0386	0.1663
O	9.3619	7.2112	21.1862	0.0379	0.5265	-0.1289
O	9.515	1.7066	15.9478	0.0325	-0.0813	0.0097
O	4.0068	8.421	21.9643	-0.2954	0.0804	-0.1391
O	5.4534	3.3939	-1.8879	-0.0465	-0.191	0.274
O	5.7275	8.2531	0.0564	-0.1081	-0.0126	-0.0481
O	0.8985	6.6013	19.8541	-0.2057	0.3772	0.0257
O	1.443	-0.1141	18.8718	-0.0935	-0.0705	0.1473
O	9.5827	0.38	-1.2353	-0.1876	-0.1908	0.2347
O	4.133	-1.4069	18.3511	0.1285	-0.0612	0.2651
O	11.8481	3.0146	13.1209	0.0306	-0.0537	-0.115
O	5.0933	0.505	22.059	0.0688	-0.317	0.1798
O	10.0897	10.4866	13.9775	0.0287	-0.0479	-0.047
O	8.9779	8.4129	-1.4226	0.1234	0.0888	-0.0223
O	2.5798	-0.1186	16.5758	-0.0248	0.005	0.1119
O	11.3717	0.6569	14.2975	-0.0062	-0.0276	-0.1868
O	10.2267	7.4478	10.4466	-0.155	0.0197	-0.0055
O	12.2347	3.9754	10.6994	0.1703	-0.2179	-0.3621
O	9.9822	10.0257	11.3919	0.0153	-0.0159	-0.164
O	6.6895	2.457	14.2309	0.0552	-0.0508	-0.1548
O	9.8983	14.1756	10.6591	-0.035	-0.0818	-0.0661
O	9.4901	11.8727	16.1344	0.0373	-0.0494	0.055
O	4.0319	2.1822	11.2361	0.2989	0.1186	-0.3362
O	2.4247	-2.7365	16.7128	-0.0005	-0.0268	0.0788
O	5.0597	3.2922	16.0708	0.0045	0.054	-0.0595
O	2.4957	10.2828	12.3136	-0.0987	-0.0906	-0.2084
O	3.279	6.4005	14.6548	0.0017	0.0156	0.018
O	3.4907	12.7002	12.5249	0.0136	0.2985	-0.2749
O	9.8279	-0.9786	15.6965	-0.0448	0.0009	0.0416
O	6.9333	1.2143	11.9898	-0.0202	0.0204	-0.4908
O	6.7485	6.7047	12.172	-0.2288	0.148	-0.2763
O	6.2205	4.4075	18.3265	0.0069	0.1165	0.1659
O	5.0281	-4.864	13.0216	-0.0065	-0.0479	-0.069
O	7.2852	14.5238	10.5086	0.0244	0.4979	0.478
O	0.4372	11.2135	15.6816	0.0334	-0.0459	0.0294
O	6.8522	6.9242	18.8588	0.0243	0.1403	0.0586
O	-0.5212	0.8739	11.7347	-0.0073	-0.0782	-0.0005
O	10.2323	9.2491	16.3197	0.0538	-0.0868	0.0326
O	8.8442	5.8569	13.4728	0.0012	0.05	-0.1009
O	0.9973	8.1992	16.1386	0.0141	-0.0089	0.2839
O	8.7422	0.628	13.7784	-0.0964	0.0291	-0.2138
O	2.4597	2.2292	17.7471	-0.0518	0.0395	0.0675
O	1.2179	4.5472	16.7194	0.0309	0.0297	0.0928
O	1.9383	1.0938	12.73	0.0785	0.0237	-0.1335
O	2.9823	11.179	14.7005	-0.0639	-0.0365	0.0224
O	3.9804	-0.2906	12.0789	0.0209	-0.0895	-0.1713
O	9.0598	3.3423	-1.86	0.04	0.1173	0.281
O	4.6848	-1.6017	15.783	0.0322	0.022	0.0632
O	9.6263	1.5586	18.5636	-0.0732	-0.0899	0.2443
O	7.7718	10.9246	12.7224	0.0719	0.0224	-0.2216
O	8.209	-0.1769	19.9243	-0.0835	0.0072	0.138
O	6.2474	-2.8046	14.0006	0.0313	0.0679	-0.0473
O	2.4186	10.1165	17.1138	0.0175	-0.1518	0.3286
O	-0.7815	-0.0305	20.3478	-0.0655	-0.0198	0.1212
O	-0.8673	4.7626	15.0346	0.0417	0.0744	0.009
O	4.1625	1.8359	13.8746	-0.0925	-0.0843	-0.2161
O	1.1675	11.47	10.2313	0.0905	0.0194	-0.0571
O	6.751	-5.2787	14.9879	0.0124	-0.0466	-0.026
O	8.6388	8.4475	12.8747	0.0585	0.0852	-0.1294
O	4.5427	-3.8203	19.2177	-0.0222	-0.1544	0.1153
O	8.4099	9.0109	19.4175	0.1203	0.0635	-0.0025
O	5.7144	-6.1837	19.3495	-0.2665	0.1132	0.1499
O	5.1915	5.9385	16.4248	-0.0676	0.0551	0.0629
O	-0.8058	6.4764	17.0016	0.0404	0.078	0.0821
O	7.367	-1.851	16.131	0.0638	0.0091	0.0904
O	6.313	-0.1777	14.2976	0.0565	0.175	-0.1908
O	7.1824	7.4864	14.7643	0.0502	0.0099	-0.017
O	2.2836	4.7238	12.7764	-0.0282	-0.0351	-0.0764
O	4.1261	6.5258	12.1203	0.1879	0.2405	-0.113
O	0.1996	1.3201	17.0361	0.0523	-0.001	0.0899
O	-0.5216	8.9235	19.9944	0.5106	-0.3146	-0.062
O	3.1619	7.4708	17.2193	-0.2565	0.2127	0.3964
O	3.5949	4.5095	17.9189	-0.1318	0.0427	0.0776
O	-1.1512	3.7382	17.4214	0.0211	0.0066	0.0621
O	11.3708	5.5597	12.6195	-0.0543	0.0451	-0.0613
O	4.7878	4.4102	13.6644	-0.0235	-0.026	-0.068
O	9.0708	-1.9405	18.1274	-0.052	-0.0418	0.2688
O	4.884	8.401	15.5249	-0.0767	-0.0669	0.0484
O	-0.8477	7.3652	14.4994	-0.0332	-0.0411	-0.0015
O	8.236	11.9587	10.1214	0.1808	-0.3001	0.3645
O	9.8679	10.7733	-2.1017	-0.0014	0.0542	0.1418
O	6.6095	-2.1274	19.0797	-0.0266	-0.0709	0.1149
O	7.0753	8.8015	17.1105	0.0761	0.0463	0.2357
O	1.3112	4.0436	19.2859	-0.0784	0.0834	0.2298
O	8.0607	5.0538	20.2819	-0.0228	0.0805	0.0538

Results
free energy: -144904.963 eV
free energy less fixed offsets of O -569.03, Si -635.61 eV per atom: 14.927 eV
pressure: -0.78 GPa
stress xx, yy, zz, yz, xz, xy (GPa, positive in tension): 0.95, 1, 0.39, -0.03, 0.13, -0.13

The program warned: the cutoff lies below the one the program advises for these potential files.
